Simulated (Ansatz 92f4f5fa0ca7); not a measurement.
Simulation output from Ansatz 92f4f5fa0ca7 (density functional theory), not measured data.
Periodic cell of 171 atoms, Si99O72, from a study of silicon, its oxide and their interface. The atomic structure is a simulated model.

Settings
functional: r2SCAN
potential files: Ansatz norm-conserving
basis: plane waves
wave-function cutoff: 1300 eV
density cutoff ratio: 4
exchange-correlation grid ratio: 1
k mesh: 2 x 2 x 1, shifted by 0.5 0.5 0.5 of a step
self-consistency stop: 5e-08 eV per atom in the density residual
occupations: Fermi-Dirac, 0.05 eV
spin: none
net charge: 0

Cell vectors (angstrom)
a, 11.5403, 0, 0
b, 0, 11.5403, 0
c, -0.2269, -5.2371, 23.3942

Atoms: element, x, y, z (angstrom)
Si, -2.0346, 0.9568, -0.2703
Si, -2.1532, 4.1534, -0.3547
Si, -2.4286, 8.5917, -0.0246
Si, 1.7104, 0.1121, -0.0246
Si, 1.906, 4.4082, -0.5632
Si, 1.7072, 8.6106, 0.1303
Si, 5.2726, 0.053, -0.1301
Si, 5.5491, 5.3401, -0.1986
Si, 5.4266, 8.4655, 0.174
Si, -0.2397, 0.6268, 1.2242
Si, -0.1285, 4.4554, 0.905
Si, -0.3676, 8.4222, 1.2135
Si, 3.5758, 0.5116, 1.4016
Si, 3.6277, 4.7611, 1.0663
Si, 3.5516, 8.4294, 1.5181
Si, 7.4052, 0.5991, 0.9568
Si, 7.4609, 4.6334, 1.047
Si, 7.3559, 8.3446, 1.4436
Si, -0.1886, 2.6221, 2.4293
Si, -0.2661, 6.4121, 2.4289
Si, -0.308, 10.2594, 2.631
Si, 3.6345, 2.6802, 2.4112
Si, 3.5572, 6.4631, 2.6859
Si, 3.5458, 10.2734, 2.8698
Si, 7.3554, 2.602, 2.3616
Si, 7.4735, 6.3805, 2.6395
Si, 7.419, 10.3571, 2.5917
Si, -2.1967, 2.5874, 3.7373
Si, -2.1174, 6.3938, 3.9198
Si, -2.2264, 10.3059, 3.9731
Si, 1.7169, 2.6141, 3.8013
Si, 1.579, 6.476, 3.9333
Si, 1.5604, 10.2333, 4.0761
Si, 5.508, 2.6307, 3.8456
Si, 5.531, 6.4484, 3.993
Si, 5.5472, 10.2913, 4.0542
Si, -2.1679, 0.7327, 5.2279
Si, -2.0752, 4.4318, 5.2045
Si, -2.3192, 8.3367, 5.3079
Si, 1.5931, 0.7094, 5.2144
Si, 1.6769, 4.5138, 5.1878
Si, 1.5864, 8.325, 5.4541
Si, 5.4449, 0.7285, 5.2696
Si, 5.5323, 4.5208, 5.2841
Si, 5.5597, 8.3549, 5.434
Si, -0.2652, 0.6894, 6.6515
Si, -0.1546, 4.353, 6.617
Si, -0.4669, 8.2941, 6.6988
Si, 3.4671, 0.755, 6.6035
Si, 3.5493, 4.5976, 6.5855
Si, 3.6197, 8.3836, 6.7932
Si, 7.4167, 0.6555, 6.5395
Si, 7.5419, 4.5744, 6.5309
Si, 7.4327, 8.3462, 6.9038
Si, 0.0007, 2.492, 8.1365
Si, -0.3059, 6.27, 7.9094
Si, -0.5416, 10.2845, 7.9802
Si, 3.6035, 2.7034, 7.896
Si, 3.6539, 6.3697, 8.1221
Si, 3.4134, 10.4557, 8.0534
Si, 7.5414, 2.6165, 7.7074
Si, 7.5761, 6.2739, 8.1771
Si, 7.3139, 10.4627, 8.147
Si, 9.4078, 2.4939, 9.0649
Si, 9.5468, 5.5671, 9.4676
Si, 9.1961, 10.9627, 9.5618
Si, 2.1052, 2.3378, 9.6673
Si, 1.5807, 6.7375, 9.2234
Si, 1.3471, 9.9008, 9.2604
Si, 5.6194, 2.7128, 8.9845
Si, 5.6198, 5.732, 9.3799
Si, 5.317, 11.2027, 9.2969
Si, 8.2714, -1.9044, 12.2522
Si, 11.9627, 6.2912, 14.4135
Si, 1.7112, 3.8378, 15.2202
Si, 1.4173, 0.1974, 11.514
Si, 3.5238, 1.4848, 18.9109
Si, 5.4129, -1.3182, 12.2342
Si, 1.2484, 1.6217, 21.0126
Si, 4.3955, -3.1499, 18.8925
Si, 12.6166, 2.9981, 12.297
Si, 11.5855, 5.7467, 11.6152
Si, 8.6105, -0.0658, 20.0186
Si, 3.0273, 8.0358, 21.5494
Si, 6.1933, 7.4572, 12.0142
Si, 3.0328, -0.8464, 13.9807
Si, 5.4998, -0.4709, 20.2203
Si, -1.7833, 2.5416, 20.6758
Si, -2.4841, -2.3289, 17.9155
Si, 4.065, -2.6695, 15.939
Si, 7.1299, 6.7679, 18.9313
Si, 4.5687, 3.0028, 16.6537
Si, 3.986, 0.2257, 16.3012
Si, -0.8946, -4.1609, 16.5081
Si, 6.2531, 7.0663, 14.7664
Si, 7.3456, 4.7405, 16.5729
Si, -1.1145, 4.6088, 16.06
Si, -2.7959, -6.1935, 21.144
Si, 8.5628, -2.5868, 15.0858
O, 11.8949, 6.7604, 12.8693
O, -1.5687, 0.2051, -1.6925
O, 8.4944, 9.9161, -0.8255
O, 7.0126, -0.0815, 19.8318
O, -2.1739, 7.4893, -1.2362
O, 4.5731, 0.8185, 19.9322
O, 5.4811, 6.987, -0.6467
O, 9.0911, -1.9127, 13.6861
O, 7.5639, 6.1866, 20.3946
O, 8.5764, -1.6924, 16.4636
O, 3.2095, 8.0801, 19.9431
O, 1.6334, 10.0989, -0.5579
O, 8.0178, -3.4759, 18.4616
O, 2.5857, 9.4714, 22.205
O, 4.4596, 7.4295, 22.1139
O, 1.9744, 0.8001, -1.5024
O, 5.3102, 9.9607, -0.6503
O, 10.1757, 6.173, 10.9048
O, 9.2832, 3.9589, 9.8945
O, 9.1889, 10.1645, 11.0229
O, 11.5226, 4.1937, 12.1466
O, 2.4241, 0.8506, 10.3638
O, 0.5145, 1.4731, 12.0216
O, 1.31, 5.8866, 10.6072
O, 8.853, 4.0697, 16.2431
O, 0.7284, -0.9797, 10.6615
O, 6.1247, 6.4405, 13.2749
O, 5.3812, -0.7943, 21.803
O, 7.0665, 5.9394, 15.5464
O, 6.975, -0.9206, 12.4496
O, 1.569, 8.3219, 9.6932
O, 4.9799, 10.4787, 10.7118
O, 5.6291, 4.1278, 9.9094
O, 9.0999, 1.4547, 19.6597
O, 4.4952, -0.5561, 13.3158
O, 1.6638, 2.9763, 13.8224
O, 9.3968, -3.9125, 15.4859
O, 7.057, 8.4796, 14.7463
O, -0.9566, 5.8615, 17.1318
O, 1.9589, -0.6025, 12.818
O, 3.166, 3.546, 15.9429
O, 2.9768, -2.3158, 14.7451
O, 7.6684, 8.1568, 11.8391
O, 4.8063, -1.1945, 16.1776
O, 9.2284, 1.0569, 9.9496
O, -2.1175, 4.112, 20.2892
O, 4.8592, -4.007, 15.4543
O, 0.2739, 3.6399, 16.1066
O, 11.9486, 7.502, 15.5231
O, 5.7042, 6.6869, 10.7035
O, 2.1197, 7.6333, -1.122
O, 1.1962, 0.065, 21.5112
O, -1.0184, -3.0502, 17.6881
O, 5.5699, 7.2426, 18.8798
O, 9.245, -1.1297, 18.9688
O, 2.1255, 3.2782, 11.0546
O, -2.2464, 4.8072, -1.8696
O, 5.9888, 3.8065, 16.5039
O, 5.5823, 1.2581, 9.8007
O, -0.9179, 5.3364, 14.6052
O, 3.2243, 0.3936, 17.7278
O, 3.6188, -3.0764, 17.4544
O, -2.1361, 2.5398, -0.6943
O, -0.1892, 2.2802, 20.6678
O, 5.0843, -1.7349, 19.2961
O, 5.1526, -2.9082, 12.423
O, 2.1489, 1.8088, 19.6819
O, 2.8217, 0.2516, 15.1586
O, 4.1616, 2.8317, 18.2351
O, 7.3946, -6.0919, 18.0242
O, 4.946, 1.5161, 16.0742
O, 1.7473, 5.408, 14.7638

Results
free energy: -45072.414 eV
free energy less fixed offsets of O -463.61, Si -117.95 eV per atom: -15.444 eV
pressure: -2.17 GPa
stress xx, yy, zz, yz, xz, xy (GPa, positive in tension): 2.09, 2.77, 1.65, -0.25, -0.14, -0.86

Forces (eV/angstrom), in the order of the atoms: element, x, y, z
Si, 0.1289, 0.3107, 0.0858
Si, 0.0282, -0.0374, -0.4596
Si, -0.0582, -0.4177, -0.2618
Si, -0.0672, -0.1317, -0.5744
Si, 0.1305, 0.1157, 0.0559
Si, 0.0556, 0.1743, -0.6657
Si, 0.0333, -0.2861, -0.2671
Si, 0.1023, 0.2603, -0.4666
Si, -0.2139, 0.199, -0.5872
Si, 0.144, -0.1031, -0.3589
Si, -0.0853, -0.0518, -0.2333
Si, -0.0075, -0.0313, -0.3899
Si, -0.136, -0.0173, -0.0946
Si, -0.0852, -0.0105, 0.0399
Si, -0.1666, 0.0377, -0.2534
Si, -0.1009, 0.0864, -0.2534
Si, 0.0329, -0.0025, -0.1088
Si, 0.205, 0.0789, -0.0987
Si, -0.1333, 0.1206, 0.075
Si, -0.0025, -0.1159, -0.1723
Si, 0.0411, 0.1126, 0.153
Si, -0.053, 0.0089, -0.2584
Si, 0.0484, -0.1259, 0.189
Si, -0.0037, -0.0102, 0.2428
Si, 0.0845, -0.0948, -0.2371
Si, -0.0116, -0.2586, 0.0935
Si, 0.0175, 0.2993, 0.0283
Si, 0.0535, 0.0229, -0.1208
Si, -0.0808, 0.0356, 0.057
Si, 0.0298, -0.1283, 0.0534
Si, -0.1392, 0.1051, -0.0039
Si, 0.0569, 0.0415, 0.0569
Si, 0.1184, -0.0031, -0.0503
Si, 0.0366, 0.0181, 0.0269
Si, -0.0618, 0.0017, -0.0016
Si, -0.0235, 0.0024, 0.0298
Si, -0.1238, -0.0159, 0.033
Si, -0.1585, 0.0768, -0.0033
Si, 0.2835, -0.0059, -0.1334
Si, 0.0487, 0.1741, 0.1031
Si, -0.0763, -0.1459, -0.0117
Si, -0.0605, -0.0221, 0.1698
Si, 0.0691, -0.0583, 0.0738
Si, 0.0367, 0.0149, 0.0353
Si, -0.1013, -0.0149, -0.0104
Si, 0.0639, -0.0791, -0.1355
Si, 0.1546, -0.1455, -0.0981
Si, -0.0777, 0.0589, -0.1066
Si, -0.0893, -0.1773, -0.3019
Si, -0.0196, 0.1567, -0.1597
Si, 0.0027, 0.1067, 0.0454
Si, -0.0252, 0.0096, -0.2917
Si, 0.0703, 0.0666, -0.2697
Si, -0.0373, 0.0234, 0.173
Si, 0.1554, -0.0055, 0.344
Si, -0.0562, -0.0001, 0.2058
Si, -0.0764, 0.0817, 0.2508
Si, -0.1326, -0.1753, 0.1655
Si, -0.066, 0.0774, 0.1559
Si, -0.0752, -0.0746, 0.2873
Si, 0.0054, -0.0656, 0.2887
Si, 0.0204, -0.1055, 0.2156
Si, 0.0731, 0.1212, 0.3179
Si, -0.1533, 0.0016, 0.861
Si, 0.1562, -0.1357, 0.6409
Si, 0.0352, 0.0475, 0.282
Si, -0.1452, 0.3005, 0.348
Si, 0.0273, 0.0244, 0.5382
Si, -0.124, -0.2651, 0.1922
Si, 0.4061, 0.0984, 0.6906
Si, 0.0157, -0.146, 0.5263
Si, -0.0092, 0.1847, 0.4651
Si, -0.0822, 0.1178, 0.0993
Si, 0.1964, 0.1498, -0.2229
Si, 0.1877, 0.1048, -0.0716
Si, -0.1699, -0.0599, 0.2509
Si, -0.0358, -0.0715, -0.1777
Si, 0.0497, 0.0754, 0.2742
Si, -0.01, 0.1731, -0.1375
Si, -0.0702, 0.0087, -0.3337
Si, -0.0651, 0.0816, 0.1613
Si, -0.0375, 0.1996, 0.2835
Si, -0.0689, 0.0504, -0.2788
Si, -0.1123, -0.1445, -0.1372
Si, -0.0989, -0.1245, 0.1532
Si, -0.0405, -0.0212, 0.1582
Si, 0.0742, 0.0612, -0.3611
Si, 0.0796, -0.1344, -0.2711
Si, 0.0726, 0.099, 0.0788
Si, -0.0072, -0.0587, 0.0193
Si, -0.021, 0.0058, -0.2513
Si, 0.0685, -0.0429, 0.0321
Si, -0.0306, -0.0267, -0.0262
Si, 0.1909, 0.0759, 0.1479
Si, -0.1725, 0.105, 0.137
Si, -0.0289, 0.0192, -0.0009
Si, -0.0449, 0.002, 0.0367
Si, 0.1477, 0.0322, -0.1038
Si, -0.1066, 0.084, -0.074
O, -0.0871, -0.4086, -0.0082
O, -0.3313, -0.038, 0.3119
O, 0.1755, -0.3393, -0.2446
O, 0.0166, -0.1397, 0.2312
O, -0.0488, 0.4522, 0.2091
O, -0.0215, -0.1063, -0.0416
O, 0.0536, -0.3914, 0.4487
O, -0.331, -0.1614, -0.1363
O, 0.115, -0.1987, 0.1223
O, 0.1408, -0.3958, -0.0096
O, 0.151, 0.1055, 0.427
O, 0.0345, 0.0173, 0.7667
O, 0.0061, -0.1072, 0.0059
O, -0.2276, 0.0155, -0.2253
O, -0.0187, -0.2393, 0.0317
O, 0.2263, 0.2215, 0.4548
O, 0.2049, 0.1584, 0.5575
O, -0.0977, -0.293, -0.4179
O, 0.3156, 0.1884, -0.6365
O, -0.0482, 0.2131, -0.3518
O, 0.1785, 0.0563, -0.0856
O, -0.1775, 0.2746, 0.1319
O, 0.1744, -0.0705, -0.121
O, -0.1258, 0.1636, -0.3129
O, 0.111, 0.2056, 0.0848
O, 0.2682, 0.1735, -0.2513
O, 0.1049, 0.3903, -0.0669
O, -0.0948, 0.291, 0.1266
O, -0.0161, -0.0032, -0.0015
O, -0.0202, -0.3142, -0.1438
O, -0.0217, -0.0031, -0.5428
O, 0.1155, 0.1244, 0.0069
O, -0.1333, 0.209, -0.8254
O, 0.0747, -0.0311, 0.3688
O, -0.0703, -0.2238, -0.2147
O, -0.155, 0.157, -0.1839
O, 0.0649, 0.1558, 0.1128
O, 0.1659, -0.192, 0.0176
O, -0.0597, -0.0096, -0.331
O, 0.0809, 0.2637, -0.2687
O, -0.0455, -0.0853, 0.0198
O, 0.2678, 0.298, 0.043
O, -0.0675, 0.0552, 0.0336
O, -0.3162, -0.0556, -0.0907
O, 0.2584, -0.0093, -0.6513
O, -0.1531, 0.085, 0.2891
O, 0.2088, 0.1633, -0.1279
O, -0.0578, 0.2312, -0.1913
O, -0.3783, -0.389, -0.0358
O, 0.0527, -0.1384, -0.0918
O, -0.1882, 0.0529, 0.1459
O, 0.2655, -0.1279, 0.3439
O, -0.3555, -0.1434, -0.3
O, 0.0565, 0.1145, 0.1181
O, -0.1482, 0.0237, 0.1169
O, -0.1293, -0.5226, -0.42
O, 0.0056, -0.1553, 0.4162
O, -0.0124, 0.0716, 0.0256
O, -0.2732, -0.4222, -0.5971
O, 0.2543, 0.0317, 0.3358
O, 0.312, 0.2691, 0.0837
O, 0.2493, 0.0958, 0.0811
O, -0.0622, 0.0737, 0.3275
O, -0.0054, -0.1227, 0.159
O, -0.0521, 0.0236, 0.2601
O, 0.2003, 0.1118, -0.098
O, -0.0177, -0.1024, 0.292
O, 0.3265, -0.279, -0.043
O, -0.0134, -0.295, -0.1442
O, -0.0059, 0.1436, -0.0416
O, -0.3294, 0.0412, 0.2132
O, -0.3384, -0.1595, -0.0001
